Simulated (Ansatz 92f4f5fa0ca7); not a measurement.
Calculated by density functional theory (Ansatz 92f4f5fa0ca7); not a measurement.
Periodic cell of 213 atoms, Si132O78H3, from a study of silicon, its oxide and their interface. The atomic structure is a simulated model.
Doubt: the cutoff is far below the 930 eV that the study's wrapper takes by default for these files, so forces and energies are approximate.

Settings: functional PBE; potential files Ansatz PAW; basis plane waves; wave-function cutoff 580 eV; density cutoff ratio 5; exchange-correlation grid ratio 1; k mesh 1 x 1 x 1, Gamma-centred; self-consistency stop 5e-08 eV per atom in the density residual; occupations fixed; spin none; net charge -1 e, with a uniform compensating background and no finite-size correction.

Cell vectors (angstrom)
a	10.938	0	0
b	0	10.938	0
c	0	0	31.3387

Atoms: element, x, y, z (angstrom)
Si	10.3432	0.5122	23.989
Si	5.7204	10.6241	23.925
Si	2.1936	3.0423	23.9124
Si	8.6451	2.2211	24.005
Si	0.3368	4.8831	23.879
Si	4.8798	5.9225	24.0391
Si	3.1972	7.647	23.8792
Si	7.5055	8.7886	23.8346
Si	1.1831	1.4127	25.2674
Si	6.8369	1.3071	25.2217
Si	3.9291	4.1017	25.1887
Si	9.5934	3.9844	25.2613
Si	1.335	6.7293	25.0487
Si	6.71	6.9314	25.1363
Si	4.054	9.4934	25.1473
Si	9.3638	9.6247	25.1149
Si	2.6592	-0.0238	26.4488
Si	8.1303	-0.0312	26.6695
Si	-0.0619	2.7208	26.755
Si	5.409	2.7329	26.4635
Si	2.6282	5.462	26.615
Si	8.1553	5.4892	26.418
Si	-0.0821	8.1822	26.3487
Si	5.3956	8.206	26.6321
Si	4.0593	1.3432	27.8515
Si	9.511	1.3237	28.0271
Si	1.329	4.1054	28.0242
Si	6.7924	4.1188	27.8357
Si	4.0393	6.8174	27.9559
Si	9.5372	6.8361	27.823
Si	1.2979	9.5315	27.8122
Si	6.778	9.5403	27.9971
Si	0.0102	-0.0357	29.2915
Si	5.4348	0.0199	29.2928
Si	2.7449	2.72	29.2932
Si	8.1566	2.7673	29.2872
Si	-0.0452	5.5105	29.2931
Si	5.4596	5.4674	29.2775
Si	2.6904	8.2245	29.2712
Si	8.2106	8.1856	29.2821
Si	1.3673	1.3673	30.6549
Si	6.8362	1.3673	30.6549
Si	4.1018	4.1018	30.6549
Si	9.5708	4.1018	30.6549
Si	1.3673	6.8362	30.6549
Si	6.8362	6.8362	30.6549
Si	4.1018	9.5708	30.6549
Si	9.5708	9.5708	30.6549
Si	2.7345	0	0.6835
Si	8.2035	0	0.6835
Si	0	2.7345	0.6835
Si	5.469	2.7345	0.6835
Si	2.7345	5.469	0.6835
Si	8.2035	5.469	0.6835
Si	0	8.2035	0.6835
Si	5.469	8.2035	0.6835
Si	4.0979	1.3916	2.063
Si	9.6287	1.3359	2.0575
Si	1.4141	4.0565	2.0513
Si	6.8322	4.1067	2.047
Si	4.1333	6.8178	2.0645
Si	9.5666	6.8534	2.0421
Si	1.3721	9.5869	2.0565
Si	6.8698	9.5514	2.0427
Si	0.101	0.0434	3.5187
Si	5.5284	0.0317	3.3484
Si	2.7746	2.7352	3.5386
Si	8.2648	2.7542	3.3346
Si	0.0494	5.4779	3.3176
Si	5.4803	5.435	3.494
Si	2.7894	8.2443	3.3743
Si	8.2485	8.2255	3.4767
Si	1.4882	1.3754	5.0235
Si	6.9288	1.3842	4.6742
Si	4.1216	4.0882	4.9703
Si	9.6495	4.1142	4.6632
Si	1.4328	6.8202	4.6541
Si	6.8667	6.8294	4.8193
Si	4.1412	9.66	4.7076
Si	9.6868	9.5817	4.8528
Si	2.9137	-0.0939	6.3545
Si	8.3095	0.1004	6.1135
Si	0.0304	2.8832	6.2061
Si	5.6091	2.6312	6.1951
Si	2.6876	5.5648	6.2251
Si	8.3161	5.4438	6.0845
Si	0.2485	8.222	6.0807
Si	5.4286	8.2328	6.0483
Si	4.9534	0.7082	7.4877
Si	9.1421	1.9756	7.3767
Si	0.8554	4.7222	7.5167
Si	7.3961	3.6618	7.3411
Si	3.5926	7.4509	7.3522
Si	10.0542	6.5401	7.2653
Si	1.8553	9.1215	7.6114
Si	6.6281	9.8503	7.2145
H	4.0924	7.0075	8.7172
O	7.0294	4.0398	8.9386
O	9.588	1.8199	8.9907
O	5.0859	1.0767	9.1318
O	7.3209	9.1484	8.5815
O	9.4192	7.3151	8.6181
O	1.2534	4.2555	9.0903
H	8.2829	2.6322	22.6079
H	10.7614	0.193	22.5825
O	10.3308	5.3606	22.5607
O	2.7769	2.1385	22.6013
O	2.9742	7.8549	22.2251
O	5.214	5.5288	22.4573
O	4.9806	0.4416	22.6037
O	7.9364	8.2475	22.3208
Si	4.5217	8.2068	14.4759
Si	4.1487	1.633	21.8486
Si	3.9501	1.4298	15.3106
Si	5.8785	1.2207	10.536
Si	8.0447	7.8789	9.2948
Si	7.2942	1.5286	14.6578
Si	5.8199	7.8318	19.0623
Si	8.5667	10.5803	18.8665
Si	5.0128	4.5099	21.2237
Si	10.5705	2.8583	12.6463
Si	1.1294	5.0227	16.9533
Si	3.2296	8.2876	20.6816
Si	4.604	9.8803	17.1113
Si	9.3273	4.5009	18.4562
Si	8.4136	8.2233	20.7785
Si	6.4901	4.9851	18.6749
Si	1.0036	2.269	15.4984
Si	2.8445	0.0557	19.523
Si	4.6156	3.9874	11.5228
Si	0.3915	9.3392	15.8613
Si	9.153	1.0866	10.3677
Si	9.2344	10.4838	14.1976
Si	6.8009	5.1862	10.0665
Si	7.4471	2.2465	17.8025
Si	8.7803	5.2351	12.544
Si	0.4027	0.5593	17.897
Si	2.3771	5.6227	19.7163
Si	5.0696	10.8908	13.1353
Si	10.4141	5.7397	20.9837
Si	1.6152	4.4793	10.6566
Si	9.6807	9.2571	11.3081
Si	6.9947	6.4682	14.8852
Si	1.8599	7.1329	14.7117
Si	8.6081	8.5721	16.3456
Si	0.4086	6.8678	11.9368
Si	5.5287	3.8539	14.4699
O	9.8255	1.7611	11.6997
O	3.087	3.8935	11.0178
O	4.2487	8.7649	15.9873
O	0.1521	8.4212	11.4773
O	9.9912	0.3977	18.7587
O	0.8751	6.7272	13.4977
O	0.65	3.6452	11.6635
O	8.6129	9.7925	20.3048
O	9.7024	4.6012	20.0426
O	3.5188	10.2702	18.2365
O	3.4097	7.0371	14.2162
O	8.4475	8.3273	10.8103
O	3.6	4.8125	20.4353
O	4.7704	0.3739	16.2905
O	9.7394	7.2264	20.6835
O	7.5106	1.087	10.465
O	4.8255	8.2822	20.2944
O	3.9849	1.0323	13.7174
O	5.0951	2.9558	21.7053
O	4.459	9.4098	13.3943
O	2.1214	4.9461	18.2522
O	7.999	5.4157	18.2346
O	5.2822	5.1898	10.6557
O	6.8105	2.9389	14.0061
O	0.0897	1.649	16.7133
O	1.6518	8.6988	15.1018
O	7.2976	1.6954	16.2779
O	5.9814	7.5553	14.2555
O	9.4661	3.9187	13.2168
O	5.3404	0.0469	11.549
O	1.4901	6.0912	10.9954
O	2.6441	7.2265	19.5767
O	6.4053	0.3031	14.0256
O	7.759	4.8427	11.3502
O	9.8092	10.52	10.2927
O	4.7127	4.3129	13.1358
O	1.0593	5.587	20.6551
O	6.1207	5.1376	15.3162
O	1.33	3.803	15.9121
O	5.5492	6.334	18.3489
O	2.3801	1.4126	15.6791
O	7.4319	0.8544	18.7267
O	6.9859	6.6515	9.4043
O	6.3072	4.7634	20.2749
O	8.2287	9.6087	15.1464
O	5.45	2.6253	11.2399
O	7.2709	7.6505	19.7713
O	10.5251	5.0571	17.5018
O	8.8006	1.1174	14.2156
O	6.2964	3.4271	18.065
O	4.5832	2.9404	15.4587
O	-0.2063	10.4447	14.8265
O	1.5765	0.9325	18.9715
O	8.0841	6.0663	13.7575
O	3.7919	1.0933	20.3411
O	8.4349	9.4021	17.7343
O	8.8974	2.9739	18.0682
O	2.4819	9.7389	20.5149
O	1.5332	6.3193	16.0739
O	9.9126	6.1333	11.8283
O	7.7308	7.2077	16.159
O	5.7757	9.0736	17.9664
O	0.8294	10.0638	17.2384
O	10.1982	8.1938	16.1888
O	0.4305	2.2528	13.9643
O	9.2044	9.8299	12.7443

Results
free energy: -128315.258 eV
free energy less fixed offsets of H -15.97, O -568.88, Si -635.61 eV per atom: 5.812 eV

Forces (eV/angstrom), in the order of the atoms: element, x, y, z
Si	0.0023	0.0001	-0.0087
Si	-0.012	0.0133	-0.0059
Si	0.0086	-0.0118	-0.0084
Si	-0.0027	0.0039	-0.0047
Si	-0.0183	0.0092	-0.0086
Si	0.0039	-0.0026	-0.0186
Si	-0.006	0.0058	-0.0202
Si	0.0098	-0.0114	-0.0218
Si	0.0096	-0.0043	-0.0113
Si	-0.0051	0.0026	-0.0099
Si	0.0022	-0.0041	-0.0059
Si	-0.0002	0.0089	-0.0143
Si	-0.0019	-0.0002	-0.0067
Si	0.0057	-0.0015	-0.0045
Si	-0.0003	0.0013	-0.0077
Si	0.0062	-0.0082	-0.0075
Si	0.0015	0.0016	0.003
Si	-0.0118	-0.0066	0.0364
Si	-0.003	0.0035	0.0401
Si	0.0039	0.0001	0.0026
Si	-0.0016	0.0045	0.0269
Si	0.0013	-0.0014	0.0035
Si	-0.0004	0.0004	0.0067
Si	-0.0105	-0.0074	0.0277
Si	-0.0021	-0.0002	-0.005
Si	0.0045	0.003	-0.0108
Si	-0.0062	-0.0037	-0.0202
Si	-0.0019	0.0048	-0.0027
Si	0.0072	0.0033	-0.0246
Si	-0.0007	0.0028	-0.0085
Si	-0.0044	-0.001	0.0011
Si	0.0099	0.0092	-0.0238
Si	-0.0132	0.0068	-0.0019
Si	0.0008	-0.0051	0.0041
Si	-0.0013	0.0032	0.0038
Si	0.0057	-0.0083	-0.0014
Si	0.0048	-0.0022	0.0046
Si	-0.0039	0.0002	0.0039
Si	0.0007	-0.0064	0.0029
Si	-0.0046	0.0003	0.0049
Si	0.0382	-0.1659	-0.0843
Si	-0.2393	0.192	0.069
Si	0.1723	-0.0545	-0.0414
Si	-0.2236	0.1566	0.0323
Si	-0.1847	0.1993	0.0673
Si	0.0467	-0.1134	-0.1152
Si	-0.2838	0.091	-0.0121
Si	0.0616	-0.1589	-0.0115
Si	-0.001	0.1114	0.1037
Si	0.3118	-0.1121	-0.0391
Si	0.2252	-0.1834	-0.1084
Si	-0.1015	0.0663	0.0445
Si	0.187	-0.1285	0.0382
Si	-0.144	0.1045	0.0562
Si	-0.0279	0.1904	0.0726
Si	0.1884	-0.2029	-0.0264
Si	0.0111	-0.0035	-0.0073
Si	-0.0007	0.0085	-0.0082
Si	-0.003	0.0079	0.0073
Si	-0.0013	-0.0049	-0.0032
Si	-0.0031	0.0064	-0.0046
Si	0.007	-0.0107	-0.0046
Si	0.0047	0.0011	-0.0052
Si	-0.0037	0.0026	0.0115
Si	0.0029	0.0048	0.0015
Si	-0.028	-0.0044	0.0108
Si	-0.0008	-0.0077	0.0023
Si	-0.0026	-0.0083	0.0142
Si	0.0059	0.0161	0.0089
Si	-0.0091	0.0001	0.0048
Si	0.0051	-0.0184	-0.0201
Si	0.0104	0.003	-0.0065
Si	-0.0135	0.0003	-0.0018
Si	0.0079	0.0069	-0.0218
Si	0.0015	0.0058	0.0017
Si	0.0038	0.0055	-0.0233
Si	-0.0047	-0.0262	-0.0338
Si	-0.0199	0.0016	0.0107
Si	0.0382	0.0071	-0.0348
Si	0.0119	0.006	0.0118
Si	-0.0024	-0.0267	0.0108
Si	0.003	-0.0069	0.0069
Si	0.0142	-0.0008	0.0093
Si	-0.0202	-0.0071	0.0001
Si	0.0195	0.009	0.0053
Si	-0.003	-0.0036	0.0025
Si	0.0005	0.0086	0.0107
Si	-0.0044	-0.0201	0.0019
Si	0.0069	-0.0129	0.0167
Si	0.0058	-0.0042	0.038
Si	-0.003	-0.0043	0.0244
Si	-0.0029	0.0141	0.0301
Si	0.075	-0.0632	0.23
Si	0.0211	0.0231	0.0313
Si	-0.0177	0.018	0.0764
Si	-0.0082	-0.0037	0.0247
H	-0.0854	0.0752	-0.2615
O	0.0116	-0.023	-0.0381
O	-0.001	0.0133	-0.0394
O	-0.0179	-0.0114	-0.057
O	-0.0145	0.0131	-0.0221
O	0.013	-0.0163	-0.036
O	-0.0085	0.0064	-0.0426
H	0.0021	-0.0011	0.0036
H	-0.0008	0.0011	0.004
O	0.0097	-0.0108	0.0241
O	-0.0157	0.0144	0.0129
O	0.0011	-0.0088	0.034
O	-0.0029	0.0135	0.0253
O	0.0135	-0.0145	0.0129
O	-0.0127	0.0101	0.0332
Si	-0.0008	-0.0031	-0.0117
Si	0.0053	0.0025	-0.0188
Si	-0.0005	-0.0015	-0.0075
Si	0.0108	-0.0002	0.0334
Si	-0.0075	-0.0083	0.0195
Si	0.0011	-0.0011	-0.0147
Si	-0.0007	0.0012	-0.0058
Si	-0.0003	0.0047	-0.0067
Si	0.0013	-0.0026	-0.019
Si	-0.0012	-0.0009	0
Si	-0.0015	-0.0002	-0.0123
Si	0.0057	0.0078	-0.0181
Si	0.0021	0.0028	-0.011
Si	-0.0033	-0.004	-0.0074
Si	0.0008	0.0047	-0.022
Si	0.002	-0.0016	-0.0075
Si	0.0042	-0.0004	-0.0043
Si	-0.0069	-0.0032	-0.0103
Si	-0.0024	0.0041	-0.0004
Si	-0.0011	-0.0025	-0.0109
Si	-0.0079	-0.0115	0.0306
Si	0.0015	0.0037	0.0012
Si	-0.0065	0.0135	0.0277
Si	0.0006	-0.0016	-0.0004
Si	0.0031	0.0022	-0.0019
Si	-0.0023	-0.0007	-0.0054
Si	-0.0025	-0.0012	-0.0049
Si	-0.0036	-0.0004	0.004
Si	-0.0004	0.0004	-0.0206
Si	0.0022	0.0041	0.0284
Si	0.0098	0.0018	0.0053
Si	-0.0053	0.0045	-0.0093
Si	0.0079	0.0069	-0.0061
Si	0.0045	-0.0008	-0.0116
Si	-0.0025	0.0016	-0.0028
Si	0.0024	-0.0035	-0.0058
O	-0.0084	-0.0075	-0.012
O	-0.0055	0.0006	0.0004
O	-0.0007	0.0002	0.0043
O	-0.0051	0.0032	0.0063
O	-0.0026	-0.0008	-0.0019
O	-0.0079	-0.0021	-0.009
O	0.0099	0.0083	-0.0059
O	-0.001	-0.0108	0.005
O	0.0051	0.0073	0.009
O	-0.0063	0.003	0.0075
O	-0.0013	0.0007	0.0073
O	-0.0129	-0.0098	-0.0129
O	0.0086	-0.0041	0.0025
O	-0.0014	-0.0005	0.0034
O	-0.0001	-0.0012	0
O	0.0027	0.0026	-0.0009
O	-0.008	0.0008	0.0017
O	0.0021	-0.0018	0.0012
O	-0.0048	-0.0064	-0.0003
O	0.0008	0.0059	0.0045
O	0.0038	0.0036	0.0092
O	0	0.0011	-0.0006
O	0.0147	0.0012	-0.0069
O	-0.0001	0.0025	0.007
O	-0.0007	-0.0009	0.0029
O	0	-0.003	0.0057
O	0.0001	0.0001	0.0048
O	0.001	-0.0003	0.0086
O	0.0005	0.0013	0.0027
O	0.0067	0.0116	-0.0116
O	0.0069	-0.0122	-0.0034
O	0.0006	0.0019	0.0016
O	-0.0055	-0.0021	0.0028
O	-0.0134	0.0007	-0.0154
O	-0.0023	0.0123	-0.0031
O	-0.0046	0.0003	-0.0102
O	-0.0075	0.0008	0.0014
O	0.0006	-0.0007	0.0023
O	-0.0006	0.0011	0.0048
O	-0.0001	0.0014	0.0009
O	-0.0008	0.0002	0.004
O	0.0005	-0.0023	-0.0022
O	0.0149	0.0069	0.0025
O	-0.0097	-0.0027	0.0099
O	0.0003	0.0013	0.0031
O	0.0041	-0.0114	-0.0039
O	0.0078	0.0018	0.0049
O	-0.003	0.0003	0.0043
O	0.002	-0.0005	0.0055
O	-0.0017	0.0044	0.0005
O	0.0019	0.0018	0.002
O	-0.0037	0.0022	0.0032
O	0.007	-0.0015	0.0025
O	0.0065	-0.0045	-0.0017
O	0.0062	0.0089	0.0134
O	-0.0007	0.0035	0.0054
O	0.0017	0.0027	-0.001
O	0.0011	-0.0059	-0.0008
O	-0.0016	-0.0013	0.0051
O	0.0023	0.002	0.0063
O	-0.001	-0.0012	0.0023
O	0.0009	-0.0049	0.0046
O	0.0006	0.0026	0.0024
O	-0.0009	-0.0002	0.0034
O	-0.0044	0.0024	-0.0028
O	0.0028	-0.0053	-0.0122

The program warned: the cutoff lies below the one the program advises for these potential files; the exchange-correlation potential is rough where the density is thin.
